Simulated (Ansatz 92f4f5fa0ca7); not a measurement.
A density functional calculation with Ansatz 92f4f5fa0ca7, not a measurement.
Periodic cell of 258 atoms, Si166O92, from a study of silicon, its oxide and their interface. The atomic structure is a simulated model.
Doubt: the cutoff is far below the 930 eV that the study's wrapper takes by default for these files, so forces and energies are approximate.

Settings
functional: PBE
potential files: Ansatz PAW
basis: plane waves
wave-function cutoff: 580 eV
density cutoff ratio: 5
exchange-correlation grid ratio: 1
k mesh: 1 x 1 x 1, Gamma-centred
self-consistency stop: 5e-08 eV per atom in the density residual
occupations: fixed
spin: none
net charge: 0

Cell vectors (angstrom)
a 10.938 0 0
b 0 10.938 0
c 0 0 37.6639

Atoms and the computed forces on them: element, x, y, z (angstrom), force x, y, z (eV/angstrom)
Si 0 0 0.683 -0.055 -0.0036 -0.0158
Si 5.469 0 0.683 -0.0317 -0.0406 -0.0211
Si 2.7345 2.7345 0.683 -0.0473 -0.0146 0.006
Si 8.2035 2.7345 0.683 -0.0381 -0.0229 -0.0042
Si 0 5.469 0.683 -0.0342 -0.0193 -0.0188
Si 5.469 5.469 0.683 -0.0626 -0.0067 -0.0214
Si 2.7345 8.2035 0.683 -0.0324 -0.0203 -0.0022
Si 8.2035 8.2035 0.683 -0.0301 -0.0058 -0.0012
Si 1.3673 1.3673 2.0503 -0.0203 0.0316 -0.0735
Si 6.8362 1.3673 2.0503 -0.0385 0.0526 -0.0551
Si 4.1018 4.1018 2.0503 0.0836 0.0975 -0.0744
Si 9.5708 4.1018 2.0503 0.0573 0.1269 -0.0947
Si 1.3673 6.8362 2.0503 0.0022 0.0597 -0.0473
Si 6.8362 6.8362 2.0503 0.0116 0.0373 -0.0751
Si 4.1018 9.5708 2.0503 0.0595 0.1277 -0.0824
Si 9.5708 9.5708 2.0503 0.0777 0.1212 -0.0715
Si 2.7345 0 35.6124 -0.052 -0.0509 -0.0989
Si 8.2035 0 35.6124 -0.0345 -0.0867 0.1051
Si 0 2.7345 35.6124 0.0115 -0.0721 0.1475
Si 5.469 2.7345 35.6124 -0.0902 -0.0884 -0.0566
Si 2.7345 5.469 35.6124 0.025 -0.0646 0.0655
Si 8.2035 5.469 35.6124 -0.0279 -0.0499 -0.0492
Si 0 8.2035 35.6124 -0.0455 -0.0941 -0.0835
Si 5.469 8.2035 35.6124 -0.0385 -0.1133 0.0991
Si 4.1018 1.3673 36.9797 0.025 0.0333 0.0058
Si 9.5708 1.3673 36.9797 0.0823 -0.0228 0.0026
Si 1.3673 4.1018 36.9797 0.0394 -0.011 0.0076
Si 6.8362 4.1018 36.9797 0.0593 0.0093 -0.0013
Si 4.1018 6.8362 36.9797 0.0346 0.027 0.0113
Si 9.5708 6.8362 36.9797 0.0446 0.019 0.007
Si 1.3673 9.5708 36.9797 0.0146 0.0486 -0.0066
Si 6.8362 9.5708 36.9797 0.0277 0.0425 0.0045
Si 0.3743 -0.5942 27.7139 -0.6513 0.254 0.0101
Si 4.7542 0.3715 27.5692 0.2193 -0.5637 -0.1972
Si 3.4048 2.3134 27.4174 -0.2986 0.9002 -0.535
Si 8.022 2.5986 27.3119 -0.2842 -0.1401 -0.5674
Si -0.0091 6.0818 27.0399 -0.0502 0.0597 -0.0665
Si 5.8924 4.9302 27.3022 -0.1338 0.069 -0.1936
Si 2.1019 8.7207 27.5549 0.4755 -0.4284 -0.254
Si 8.4501 8.0114 27.3122 -0.0608 0.0851 -0.3618
Si 1.2297 1.1621 28.961 -0.0716 0.0286 -0.148
Si 6.7105 1.1948 28.6737 0.0489 0.0685 0.0647
Si 4.2491 4.0195 28.7802 -0.0108 -0.0632 -0.0889
Si 9.501 3.8631 28.6362 0.2141 0.2376 -0.0335
Si 1.3131 6.8961 28.8067 -0.0123 0.0184 -0.0753
Si 6.9025 6.6981 28.5709 -0.0131 0.0328 -0.0632
Si 3.9445 9.5263 28.819 -0.0584 0.0427 0.0186
Si 9.5312 9.3978 28.8789 -0.0229 0.1411 -0.0744
Si 2.747 -0.0424 30.3051 -0.0989 0.0522 0.0741
Si 8.1258 -0.0906 30.0944 0.0594 -0.0069 0.0419
Si -0.0826 2.6603 30.1534 -0.0212 -0.0532 0.1489
Si 5.5397 2.6622 30.1829 -0.0353 -0.0831 0.1467
Si 2.7351 5.4122 30.0227 0.0334 -0.0349 -0.0459
Si 8.2384 5.3942 30.0525 0.1182 -0.062 -0.0345
Si -0.04 8.1103 30.2657 -0.0111 0.0411 0.3634
Si 5.4496 8.0848 29.9909 0.0481 -0.0245 -0.1822
Si 4.1334 1.3521 31.5888 0.1316 -0.0429 -0.1158
Si 9.4858 1.3091 31.5112 -0.1089 -0.0877 -0.0071
Si 1.3544 4.0581 31.4478 -0.0113 -0.0027 -0.0987
Si 6.8824 4.0735 31.5094 -0.0525 -0.0656 -0.0924
Si 4.0902 6.7724 31.4316 -0.0381 -0.007 0.0215
Si 9.5279 6.7305 31.5575 0.0846 0.0078 -0.1217
Si 1.3324 9.5228 31.604 -0.1199 0.0342 -0.0764
Si 6.7757 9.4649 31.4499 0.0637 0.0439 -0.0529
Si -0.0494 -0.018 32.9029 -0.0002 -0.0541 -0.0331
Si 5.4825 -0.0691 32.8849 -0.0567 0.0543 0.0073
Si 2.718 2.7308 32.8734 0.0406 -0.0189 0.0293
Si 8.1932 2.7052 32.9074 0.0069 -0.0088 -0.0606
Si 0.0093 5.4039 32.878 -0.0263 0.0329 0.0139
Si 5.4661 5.4418 32.8472 -0.002 -0.0432 -0.0884
Si 2.7494 8.1406 32.8795 -0.0332 0.0232 -0.062
Si 8.1658 8.1521 32.8674 -0.0352 -0.0485 -0.0155
Si 1.3483 1.3589 34.2407 -0.0196 0.0125 0.0028
Si 6.8201 1.337 34.252 0.0109 -0.0091 -0.0131
Si 4.0933 4.0964 34.2385 -0.0197 -0.0007 -0.0318
Si 9.5659 4.0763 34.2549 0.0525 -0.0297 0.0245
Si 1.3562 6.8048 34.2454 -0.0031 -0.0026 -0.0466
Si 6.8062 6.8103 34.2441 0.0173 0.0352 0.0143
Si 4.0895 9.5386 34.2493 0.0222 0.0247 -0.0123
Si 9.5309 9.5362 34.2475 0.0193 0.0665 -0.0416
Si 2.7537 0.0257 3.4071 -0.0051 -0.0171 0.0204
Si 8.2207 0.0253 3.4086 0.006 -0.0266 0.0116
Si 0.017 2.7625 3.407 -0.0213 -0.0072 0.0072
Si 5.4839 2.7595 3.4132 -0.0015 -0.01 0.0159
Si 2.7563 5.494 3.4108 -0.0051 -0.024 0.0059
Si 8.2177 5.49 3.4102 -0.0034 -0.0056 0.0228
Si 0.0172 8.2283 3.4097 -0.023 -0.0036 0.0337
Si 5.4867 8.2275 3.409 -0.0286 0.0006 0.0129
Si 4.0877 1.4286 4.7721 0.0208 -0.0337 0.0673
Si 9.5614 1.4313 4.7642 0.026 -0.0002 0.036
Si 1.3861 4.1355 4.7669 -0.0047 0.0254 0.0465
Si 6.8548 4.1306 4.7776 -0.0273 0.0289 0.0634
Si 4.1124 6.8803 4.7738 0.0339 0.0153 0.0603
Si 9.5624 6.8898 4.7672 0.0362 -0.0237 0.0432
Si 1.396 9.5991 4.767 -0.0032 0.0375 0.0411
Si 6.8507 9.6059 4.7681 0.0205 0.0216 0.0346
Si 0.0322 0.0819 6.072 -0.0137 -0.0367 -0.0022
Si 5.4875 0.0717 6.0923 -0.077 0.0564 0.0076
Si 2.7425 2.805 6.1782 -0.0117 0.021 0.0582
Si 8.2201 2.7977 6.1794 0.0329 -0.0157 0.0564
Si 0.0221 5.533 6.0931 -0.0252 0.0335 0.0163
Si 5.4975 5.5247 6.1247 0.05 -0.0369 0.0194
Si 2.7656 8.2531 6.1621 0.007 -0.0151 0.0491
Si 8.2112 8.2592 6.1612 -0.0223 0.0297 0.0421
Si 1.3342 1.4247 7.5116 -0.0446 0.0569 0.0182
Si 6.7922 1.4342 7.5122 -0.0384 0.0077 -0.0082
Si 4.1273 4.2175 7.5264 -0.0917 0.0192 -0.0257
Si 9.6295 4.2106 7.5062 -0.0139 -0.0517 -0.0869
Si 1.3548 6.8829 7.4997 -0.0122 -0.0384 -0.088
Si 6.8463 6.8694 7.5368 -0.0274 -0.0134 -0.0026
Si 4.1608 9.6668 7.485 0.0492 -0.022 -0.0342
Si 9.612 9.6993 7.4391 0.0005 0.0425 -0.1168
Si 2.7741 0.0942 8.8232 -0.0594 -0.0318 0.1521
Si 8.2252 0.0822 8.8082 -0.0391 0.0009 0.1549
Si 0.0014 2.8458 8.9133 0.0141 -0.0878 0.1624
Si 5.4713 2.8661 8.9156 -0.0143 -0.0441 0.1648
Si 2.7268 5.563 8.9109 0.0509 0.0007 0.1357
Si 8.3003 5.5607 8.9091 0.0186 0.1365 0.2026
Si 0.0282 8.3476 8.7889 0.0629 -0.0017 0.1918
Si 5.4861 8.2825 8.884 0.0168 -0.009 0.1663
Si 3.8953 1.6403 10.2083 -0.1135 0.1031 0.1785
Si 9.2093 1.7734 10.1561 -0.1128 0.0099 0.2767
Si 1.6527 3.925 10.2754 0.1348 -0.1389 0.2747
Si 7.0526 4.0698 10.2389 0.1466 -0.1567 0.3248
Si 3.7933 7.2514 10.2224 -0.0827 0.1055 0.2674
Si 9.5102 7.1948 10.2124 -0.1124 0.1306 0.1971
Si 1.5826 9.4974 10.1637 0.0876 -0.0992 0.312
Si 7.2159 9.3392 10.1482 0.0311 -0.0536 0.3127
O 6.9353 3.7462 26.7079 0.0478 0.1438 0.389
O -0.1658 10.9793 26.2929 0.1946 -0.1954 0.0451
O 8.0543 2.8318 10.7613 0.1623 0.0695 -0.6169
O 2.6467 8.3524 10.7984 0.1746 -0.0618 -0.6442
O 2.7467 2.7435 10.7643 0.0748 0.024 -0.4987
O 8.309 19.1598 10.772 -0.0208 0.0866 -0.6279
O 7.7387 8.8812 26.0703 0.1146 -0.206 0.5141
O 3.4536 2.9011 25.8717 0.1156 -0.1705 0.5196
O 4.5668 0.8 11.4708 -0.1162 0.132 -0.1896
O 9.7799 1.0811 11.5185 0.0812 -0.0403 -0.0303
O 0.8775 10.2733 11.4453 0.0875 -0.0702 -0.1575
O 6.6483 10.0645 11.4984 -0.0169 0.0002 -0.084
O 10.4612 6.7941 11.5243 -0.0806 0.0258 -0.2397
O 1.0916 4.613 11.6794 0.0345 -0.0441 -0.1782
O 6.5109 4.8812 11.5928 0.0572 -0.1075 -0.2679
O 4.4694 6.6199 11.5805 -0.0302 0.0402 -0.0916
O 6.4586 -0.5546 24.1733 -0.0009 -0.0019 0.0948
O 4.6929 1.4434 24.0272 0.0903 -0.023 0.0671
O 10.3879 4.5839 27.399 -0.1927 -0.1407 0.2837
O 12.7221 2.1062 27.6743 0.3617 -0.3549 0.4326
O 9.6455 7.0595 26.633 0.0348 -0.0066 0.2941
O 11.9108 5.9651 25.7251 -0.0109 -0.0323 0.0418
O 5.1512 5.5797 25.9812 0.1261 -0.1073 0.2836
O 2.3727 8.2245 25.9713 -0.0553 0.3349 0.3
Si 2.0861 1.2093 14.1135 0.1085 -0.0617 0.3232
Si 1.2578 7.3543 14.877 -0.0055 0.2679 0.1906
Si 6.3151 7.7291 17.7242 -0.0158 -0.0349 -0.0637
Si 6.7991 1.9621 14.4917 0.0643 0.1502 0.3456
Si 11.7059 2.2207 23.0828 0.0033 0.0833 -0.093
Si 5.5351 10.8024 12.4017 0.0223 0.0601 -0.0088
Si 4.0974 3.4148 14.252 0.0479 -0.1205 0.3249
Si 1.5887 7.7369 17.8464 0.0255 0.0872 -0.0149
Si 15.6238 16.5341 24.4224 0.1014 -0.1375 -0.2996
Si 8.8017 11.5225 16.4616 -0.0088 0.0556 -0.0634
Si 6.0631 5.9642 20.2627 0.0694 0.1008 0.0546
Si 3.8853 9.5621 17.2486 -0.0324 0.062 -0.0301
Si 11.9175 1.0379 20.1901 -0.027 0.1018 0.1531
Si 3.7283 2.7287 24.2863 -0.0931 -0.0563 -0.2542
Si 10.7563 9.0919 19.8776 0.0551 -0.0442 0.0437
Si 9.7552 3.196 19.3839 -0.0013 0.116 -0.0418
Si 10.4148 3.1549 16.6241 -0.0423 -0.0749 0.0172
Si 7.9755 -0.8542 19.0307 -0.0054 0.0928 -0.0297
Si 7.2851 6.9112 14.7494 0.2325 -0.0123 0.2717
Si 4.3203 -1.4277 22.0039 0.1049 -0.0716 -0.0184
Si 5.8611 0.8988 20.6579 0.031 0.0037 0.0346
Si 3.0705 7.0913 20.5303 0.013 0.0391 0.0209
Si 4.9191 -0.1156 24.4515 -0.0532 0.1251 -0.2377
Si 9.9602 4.5654 21.9236 0.0169 -0.07 0.0014
Si 11.5566 18.0523 22.203 -0.0293 -0.0967 -0.1984
Si 5.4283 5.706 12.51 0.0344 -0.0238 0.0025
Si 12.8579 7.0506 24.9319 -0.0223 0.0899 -0.1998
Si 3.7565 12.3951 18.7422 -0.0486 0.01 -0.0709
Si 8.8794 4.2818 14.2131 -0.0533 -0.0596 0.4011
Si 7.7732 9.4981 24.5506 -0.0236 -0.128 -0.3442
Si 7.3862 14.2419 21.1195 0.0934 0.0182 0.1283
Si 9.5675 9.1478 14.5187 -0.0023 -0.0757 0.3234
Si 6.6326 7.4811 22.655 -0.0552 0.0448 -0.0266
Si 11.0132 5.5939 12.4981 -0.073 0.0344 0.0861
Si 10.7858 0.176 12.3985 0.0291 -0.0104 -0.049
Si 2.4255 2.9605 16.4889 -0.0558 -0.0474 0.0655
Si 3.539 9.4208 14.2722 -0.1897 0.0162 0.3137
Si 9.7882 0.7779 25.2435 0.2112 0.0205 -0.2425
O 10.1015 1.5669 16.3779 0.0087 0.0057 -0.0107
O 3.2515 17.2861 24.3231 -0.122 0.0567 0.0789
O 13.4373 12.3352 19.7647 -0.0125 -0.0102 0.0179
O 9.5097 3.7058 17.8593 0.0366 -0.0274 0.0266
O 6.3349 4.3773 20.4831 -0.0399 -0.0124 -0.047
O 11.0363 3.6491 22.7119 0.016 -0.0309 0.0133
O 5.6687 8.6371 22.0719 0.0077 -0.0186 -0.0014
O 7.4689 1.2673 15.8037 -0.0166 0.0043 -0.0644
O 12.0081 7.6593 23.6719 0.0742 -0.0115 0.2276
O 1.4022 6.8572 16.4568 0.0121 -0.0359 0.0621
O 1.0123 3.5271 17.0346 -0.016 0.0342 -0.0127
O 3.1648 4.004 15.4679 0.0132 -0.0369 -0.1015
O 4.3106 9.6943 15.6831 0.0444 0.0238 -0.1034
O 4.8443 8.419 17.8989 0.016 -0.048 0.04
O 2.5333 7.0231 18.9818 -0.0114 -0.0443 -0.042
O 9.0119 -0.3914 24.3907 0.0453 0.0037 0.1309
O 3.2171 2.2355 13.5105 -0.0181 0.0403 -0.0917
O 8.4966 11.2454 18.024 -0.0183 -0.0158 0.0822
O 3.8937 -1.0643 23.5578 0.0293 0.0025 0.0709
O 6.381 6.4374 18.7286 -0.0034 -0.0187 -0.0331
O 6.9005 -0.1877 20.0411 0.0222 0.0066 0.0346
O 11.0825 8.3611 21.2864 -0.0322 0.0216 0.0369
O 9.1395 10.1121 15.7487 0.0291 -0.0269 -0.0538
O 6.3646 0.8126 13.4368 -0.093 -0.1873 -0.1888
O 6.156 6.6964 13.5899 -0.1346 -0.0639 -0.2239
O 10.7615 1.5808 24.2255 -0.175 -0.1185 0.2647
O 1.9168 6.3984 21.4715 0.0005 -0.0126 0.0233
O 0.8535 6.1634 13.8317 -0.0987 -0.1737 -0.3081
O 8.4091 4.0412 22.2045 -0.0425 -0.0338 -0.0576
O 5.4501 2.776 14.9226 -0.0555 0.0128 -0.1271
O 3.4662 2.652 17.6837 0.0396 0.0233 0.0272
O 11.7317 12.1587 21.7972 0.0104 -0.0367 -0.0206
O 7.8286 8.2206 23.4992 0.0439 0.1049 0.1148
O 10.2858 6.0902 22.3735 0.0205 0.0919 0.0281
O 5.1312 12.7556 19.5226 0.0259 -0.0043 0.0037
O 4.043 10.9864 17.9858 0.0202 -0.0585 -0.0216
O 10.0649 3.9157 15.2546 -0.0093 0.028 -0.1256
O 6.5756 1.984 21.6777 0.0217 0.0227 -0.0639
O 10.8657 12.9476 19.4095 0.0283 -0.0431 -0.0054
O 15.4345 4.0895 23.7834 0.0012 0.0565 0.1366
O 9.1889 -1.4583 19.9159 -0.032 -0.0067 0.04
O 2.0265 1.5722 15.7063 -0.042 0.0005 -0.1688
O 7.8896 3.0256 13.8927 0.0548 -0.0005 -0.1707
O 0.6487 1.2628 13.3467 -0.1083 -0.02 -0.165
O 4.7124 -0.3167 26.0412 -0.1501 0.1489 0.3724
O 10.9695 8.4256 14.9054 0.0416 -0.0478 -0.0903
O 4.4936 6.2939 20.6258 -0.0651 -0.0499 -0.0236
O 0.1751 8.1416 18.5783 -0.0051 -0.0306 -0.0495
O 5.8178 6.4141 23.5849 -0.0661 -0.0442 0.1387
O 2.6785 8.0225 14.3538 0.0544 -0.0347 -0.0982
O 10.2302 4.4586 20.3078 -0.0182 -0.0399 -0.0223
O 4.6805 9.5975 13.1224 0.1032 0.0291 -0.1127
O 8.3265 2.6673 19.9448 0.0146 -0.0198 -0.0187
O 8.0477 5.4865 14.924 -0.0072 -0.0143 -0.1121
O 2.3284 9.1142 17.3649 -0.011 -0.0038 0.0676
O 3.2546 8.6491 21.1001 0.0137 0.0009 0.0184
O 13.2387 2.4907 23.5438 0.061 0.0596 0.0533
O 9.6567 4.7614 12.8743 0.0366 -0.0274 -0.1425
O 11.6549 10.4384 19.7717 -0.0004 -0.019 -0.0475
O 8.3605 8.0644 14.3034 -0.0317 0.0209 -0.1404
O 6.5844 7.2788 16.178 -0.036 -0.0091 0.0029
O 9.8416 10.0637 13.2082 0.0034 0.1016 -0.1443
O 7.3995 8.8546 18.1433 -0.0186 -0.0312 0.0184
O 8.737 12.7224 26.0229 -0.1737 0.2426 0.3867
O 7.1158 6.7097 21.298 -0.0311 0.0158 -0.0093
O 2.4506 -0.3554 14.0027 0.0266 0.017 -0.152
O 4.6717 0.0169 21.3401 -0.0354 0.0159 0.0225
O 4.4756 4.6077 13.2427 0.0016 0.112 -0.1228

Results
free energy: -157853.811 eV
free energy less fixed offsets of O -568.88, Si -635.61 eV per atom: -5.591 eV

The program warned: the cutoff lies below the one the program advises for these potential files; the exchange-correlation potential is rough where the density is thin.
